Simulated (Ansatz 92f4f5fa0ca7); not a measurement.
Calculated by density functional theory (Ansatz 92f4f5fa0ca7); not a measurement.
Periodic cell of 228 atoms, Si140O88, from a study of silicon, its oxide and their interface. The atomic structure is a simulated model.
This geometry differs little from another in the collection (a relaxation step or a small displacement).

Settings
functional: r2SCAN
potential files: Ansatz PAW
basis: plane waves
wave-function cutoff: 800 eV
density cutoff ratio: 5
exchange-correlation grid ratio: 1
k mesh: 1 x 1 x 1, shifted by 0.5 0.5 0 of a step
self-consistency stop: 1e-10 eV per atom in the density residual
occupations: fixed
spin: none
net charge: 0

Cell vectors (angstrom)
a, 10.887, 0, 0
b, 0, 10.887, 0
c, 0, 0, 32.8274

Atoms: element, x, y, z (angstrom)
Si, 0.194, -0.4144, 0.0215
Si, 2.4341, 2.924, -0.0016
Si, 0.0916, 5.0391, 0.1081
Si, 2.4999, 8.3054, -0.0812
Si, 5.7157, -0.294, 0.1477
Si, 8.0852, 2.6019, 0.0292
Si, 5.7983, 5.5317, -0.0711
Si, 7.8908, 8.4175, 0.426
Si, 1.2672, 1.3259, 1.2867
Si, 4.2419, 4.0471, 1.1299
Si, 1.337, 6.7169, 1.2462
Si, 4.0097, 9.495, 1.3199
Si, 6.8988, 1.2142, 1.5007
Si, 9.3744, 4.0088, 1.4597
Si, 6.6587, 6.8878, 1.6304
Si, 9.5661, 9.5321, 1.5518
Si, -0.0837, 2.6355, 2.7396
Si, 2.675, 0.0085, 2.6718
Si, 0.0321, 8.0531, 2.7406
Si, 2.8145, 5.4055, 2.5779
Si, 5.4633, 2.683, 2.663
Si, 8.239, -0.0172, 2.9236
Si, 5.2941, 8.2404, 2.8689
Si, 8.1055, 5.4494, 2.8101
Si, 1.3903, 4.0523, 3.9636
Si, 4.071, 1.3529, 4.0311
Si, 1.3595, 9.4934, 4.0648
Si, 4.0053, 6.7709, 4.1222
Si, 6.7655, 4.0469, 4.1075
Si, 9.5463, 1.3613, 4.2369
Si, 6.7845, 9.5209, 4.1635
Si, 9.5312, 6.767, 4.1214
Si, 0.0257, -0.0478, 5.4903
Si, 2.7207, 2.7168, 5.3943
Si, 0.0432, 5.4013, 5.4045
Si, 2.6863, 8.1554, 5.4751
Si, 5.4316, 0.0353, 5.4547
Si, 8.1481, 2.7384, 5.5055
Si, 5.4226, 5.4364, 5.4564
Si, 8.1661, 8.1397, 5.4647
Si, 1.3888, 1.3563, 6.7913
Si, 4.0609, 4.0751, 6.7971
Si, 1.3324, 6.7867, 6.8142
Si, 4.085, 9.5332, 6.7938
Si, 6.7864, 1.3724, 6.8395
Si, 9.5589, 4.0955, 6.8042
Si, 6.8115, 6.7947, 6.8125
Si, 9.5122, 9.5028, 6.8283
Si, 0.0307, 2.7278, 8.1473
Si, 2.7449, 0.0153, 8.1584
Si, -0.0184, 8.1459, 8.1796
Si, 2.7196, 5.4466, 8.1632
Si, 5.4375, 2.7478, 8.1766
Si, 8.1597, -0.0018, 8.1717
Si, 5.4618, 8.1904, 8.1484
Si, 8.2072, 5.4661, 8.159
Si, 1.3782, 4.0833, 9.5391
Si, 4.0767, 1.3927, 9.5338
Si, 1.3743, 9.5238, 9.4796
Si, 4.1062, 6.8225, 9.4835
Si, 6.8398, 4.1154, 9.4904
Si, 9.5507, 1.37, 9.4798
Si, 6.7857, 9.5553, 9.5474
Si, 9.5331, 6.8073, 9.5719
Si, 0.0515, 0.0328, 10.8205
Si, 2.7527, 2.7566, 10.9294
Si, 0.0403, 5.4421, 10.9189
Si, 2.749, 8.1821, 10.8337
Si, 5.4192, 0.0581, 10.9089
Si, 8.2011, 2.7429, 10.8217
Si, 5.4806, 5.4802, 10.8375
Si, 8.1488, 8.1875, 10.8925
Si, 1.398, 1.3501, 12.2546
Si, 4.1622, 4.148, 12.2436
Si, 1.4706, 6.8057, 12.2318
Si, 4.0211, 9.5749, 12.2359
Si, 6.7892, 1.4892, 12.2008
Si, 9.563, 4.0352, 12.2322
Si, 6.7723, 6.8288, 12.2548
Si, 9.5508, 9.5982, 12.1402
Si, 0.0619, 2.6872, 13.6214
Si, 2.7209, 0.029, 13.7017
Si, 0.072, 8.2387, 13.4224
Si, 2.8933, 5.5033, 13.6656
Si, 5.5148, 2.8653, 13.6773
Si, 8.1807, 0.1221, 13.4353
Si, 5.3621, 8.2279, 13.5736
Si, 8.1568, 5.3903, 13.5201
Si, 1.5543, 4.011, 14.9018
Si, 4.2129, 1.4, 14.9905
Si, 1.2378, 9.5529, 14.9987
Si, 4.1432, 6.961, 15.1681
Si, 6.8634, 4.2483, 15.1526
Si, 9.4773, 1.3806, 14.9388
Si, 6.8212, 9.6242, 14.7159
Si, 9.6189, 6.7849, 14.617
Si, -0.6261, -0.4583, 16.2003
Si, 2.7875, 2.6004, 16.3978
Si, 0.2452, 5.6017, 15.9126
Si, 2.2849, 7.9571, 16.3459
Si, 5.8723, 0.2635, 16.2212
Si, 8.029, 2.5909, 16.384
Si, 5.9815, 6.0984, 16.4661
Si, 8.2219, 8.1696, 15.8088
Si, -5.0114, 18.6912, 28.0219
Si, 8.9902, 16.377, 26.2193
Si, 4.1245, 28.6969, 30.382
Si, 1.1513, 16.0152, 23.0393
Si, 15.833, 24.2258, 28.2108
Si, 17.8202, 12.5835, 23.5483
Si, 9.3938, 6.2094, 22.8905
Si, 24.3358, 16.679, 27.9082
Si, -10.8898, 34.5148, 28.5506
Si, 11.4067, 14.8858, 26.8535
Si, 15.2601, -2.8629, 21.3401
Si, -1.6232, 11.7614, 30.8253
Si, 2.2876, 7.5567, 19.2306
Si, -2.3686, 6.8245, 28.5971
Si, 12.1466, 10.698, 23.0913
Si, 20.4929, 8.1888, 25.0888
Si, 10.02, 3.8297, 18.2841
Si, 2.6192, 7.8429, 23.849
Si, 23.8358, 2.5218, 24.4996
Si, 14.9803, 13.8593, 19.202
Si, 19.9033, 10.501, 23.3195
Si, 6.417, 12.3092, 30.8098
Si, -10.5019, -2.8508, 27.6891
Si, 4.6636, -5.0702, 19.3424
Si, -4.3199, 21.2443, 21.5727
Si, -10.124, 1.1799, 18.1639
Si, -5.5369, 11.211, 19.1069
Si, 5.1658, -5.7767, 26.5663
Si, 14.7996, -23.3253, 26.1513
Si, 24.4388, 0.7087, 20.3868
Si, 0.0116, 5.9282, 20.4349
Si, 2.535, 1.9006, 29.9214
Si, 12.6829, 21.4078, 28.2417
Si, 7.1422, 4.6307, 24.1975
Si, -2.3277, 6.0861, 31.5269
Si, 4.6797, -9.7003, 25.4834
O, 6.848, -8.1698, -1.1088
O, 8.4217, -5.4157, -5.1184
O, 5.083, -3.0437, -3.3825
O, 8.6112, 3.1272, -14.9805
O, 9.9296, 7.5562, -9.194
O, -10.0791, 9.2991, -4.2188
O, 2.9328, 2.1823, -1.3749
O, -1.2559, 1.211, -3.5285
O, 5.7696, 5.0207, -7.7945
O, 2.8054, -0.9382, -5.685
O, -2.6388, 4.3604, -7.4764
O, 12.1824, 4.0461, -0.4108
O, -14.4054, 5.2175, -0.5833
O, 12.3877, 15.4767, -4.8451
O, 7.7133, 0.4417, -2.1092
O, -7.4537, 3.3165, 17.7405
O, 5.5884, -5.0798, 18.0225
O, 5.3631, 21.3918, 17.6484
O, 3.8115, 18.4829, 22.7862
O, 1.8374, 12.2674, 16.9638
O, -0.5652, 4.8375, 17.0793
O, 21.3194, -5.855, 23.3632
O, -19.1985, 22.0832, 29.5079
O, 12.6373, -1.6768, 23.5619
O, 3.1494, -4.6727, 18.9317
O, 27.2492, 25.5348, 27.4189
O, 10.5865, 5.2171, 26.1767
O, 12.3081, 11.9593, 24.1188
O, 17.6577, 9.3977, 32.5643
O, 10.5129, 11.0575, 17.6795
O, 13.3008, 8.4939, 17.9035
O, 11.9001, 13.285, 29.6952
O, 1.8893, -7.1653, 23.4
O, -3.6872, 7.1977, 16.6671
O, 3.3089, 16.8552, 29.3408
O, 1.3465, 14.001, 25.8089
O, -20.0027, 6.4411, 23.8095
O, 9.6689, 6.5159, 21.3269
O, 3.5381, 13.6186, 28.9558
O, 15.8959, 16.9263, 31.4141
O, 1.2557, 6.7012, 16.5628
O, 1.711, 7.1215, 27.5711
O, 16.7118, 17.2356, 27.3384
O, 5.1435, 6.8368, 20.5197
O, 10.1549, 15.6408, 19.5998
O, 11.6439, 17.9793, 19.5672
O, 14.5199, 13.1243, 24.8158
O, 4.7069, 23.0821, 27.0945
O, 5.965, 12.807, 29.3469
O, 13.0889, 0.2379, 21.8458
O, 20.2278, 2.1024, 31.8996
O, 19.8312, 9.6198, 24.7001
O, -0.0826, 41.0961, 26.1654
O, 11.7185, 0.7979, 27.6388
O, 12.2548, 20.3163, 32.3968
O, -7.5698, 8.0971, 25.2954
O, -7.868, 8.3387, 20.4627
O, 1.4075, 0.4411, 19.4293
O, 27.9358, 1.4959, 24.9482
O, -0.8492, 7.3592, 28.4787
O, 3.122, 7.8086, 31.3021
O, 4.6484, 15.1934, 19.9009
O, 3.9848, 10.8005, 19.8881
O, 9.22, -1.6716, 16.6016
O, -5.4397, 9.1913, 21.6765
O, 16.0927, 19.7608, 27.0127
O, 11.0889, 13.532, 18.5183
O, 21.4352, -0.3053, 22.7858
O, 4.3107, 10.5341, 25.1294
O, 7.8493, 16.6597, 23.235
O, 17.5104, 21.6311, 19.9946
O, -0.8494, 5.4296, 31.6375
O, -2.2209, -3.8646, 25.7328
O, -3.9453, -7.586, 23.2882
O, -0.5347, -7.8538, 27.6005
O, 3.0357, -8.5976, 20.2348
O, 27.0901, 1.9383, 18.9595
O, 18.3558, 29.8012, 28.2515
O, 14.4547, 5.4142, 26.6732
O, 8.4439, 1.1045, 23.6506
O, 10.2976, -0.2036, 31.4186
O, 18.8958, 9.8873, 22.1766
O, -2.2083, 7.5875, 32.0954
O, 5.3069, 0.5145, 31.5863
O, 12.0747, -5.5375, 21.4218
O, 6.1611, 11.721, 22.3946
O, 8.1172, -4.658, 30.0147
O, -3.919, 1.3862, 16.7061

Results
free energy: -139738.560 eV
free energy less fixed offsets of O -570.45, Si -639.56 eV per atom: -0.560 eV

Forces (eV/angstrom), in the order of the atoms: element, x, y, z
Si, -0.0043, -0.0058, -0.0468
Si, 0.0056, -0.0126, -0.0505
Si, -0.0006, -0.0042, -0.0388
Si, 0.0069, -0.0007, -0.0504
Si, -0.001, 0.0064, -0.0507
Si, 0.0053, -0.0071, -0.0529
Si, -0.0037, 0.0075, -0.0542
Si, 0.0046, -0.0077, -0.038
Si, 0.0024, -0.003, 0.0074
Si, 0.0004, 0.0012, -0.0028
Si, 0.0016, 0.0008, -0.003
Si, 0.0022, -0.0007, 0.0006
Si, -0.0013, 0.0015, 0.0013
Si, -0.0032, -0.0001, 0.0043
Si, -0.002, -0.0007, 0.0001
Si, -0.0008, 0.001, 0.0042
Si, 0.0004, -0.0014, 0.0049
Si, -0.0031, 0.0006, 0.0034
Si, 0.0026, 0.0006, 0.0039
Si, 0.0016, -0.0007, 0.003
Si, 0.0011, 0.0045, 0.0022
Si, 0.0025, -0.0004, 0.0065
Si, -0.0026, 0.0007, -0.0022
Si, -0.0001, -0.0002, -0.0034
Si, -0.0002, 0.0031, -0.0029
Si, 0.0005, -0.002, 0.0026
Si, 0.0009, 0.0002, -0.0034
Si, 0.002, -0.0025, 0.0011
Si, -0.0019, -0.0041, 0.0028
Si, 0.0021, 0.0024, -0.003
Si, 0.0002, 0.0019, -0.0044
Si, -0.0002, -0.0002, 0.004
Si, 0.0007, 0.0005, 0.0028
Si, 0.0016, -0.0015, 0.0005
Si, -0.0001, -0.0008, 0.0005
Si, -0.0004, 0.0003, 0.001
Si, 0.002, -0.0006, 0.0001
Si, 0.0003, 0.0002, -0.0005
Si, 0.0006, 0.0015, 0.0013
Si, 0.0017, 0.001, 0.0011
Si, -0.0005, 0.0003, -0.0021
Si, 0.0011, 0.0011, -0.0022
Si, -0.0008, 0.0005, -0.0014
Si, 0.0007, 0.0007, -0.0025
Si, 0.0016, 0.0008, 0.0007
Si, -0.001, 0.0008, -0.0028
Si, 0.0009, 0.0009, -0.0012
Si, 0.001, 0.0019, 0
Si, 0.0013, 0.0009, 0
Si, 0.0008, 0.0007, 0.0007
Si, -0.0009, 0.0008, -0.0003
Si, 0.0013, -0.0003, 0.0006
Si, 0.0002, -0.0013, 0.0005
Si, 0.0013, -0.0011, 0
Si, 0.003, 0.0002, -0.0002
Si, 0.0003, 0.0012, -0.0002
Si, 0.0003, 0.0004, 0.0016
Si, 0.0026, -0.0004, 0.0024
Si, 0.0016, -0.0003, -0.0017
Si, -0.0002, 0.0023, -0.0013
Si, -0.0004, -0.0008, -0.0006
Si, 0.0002, 0.0002, -0.0018
Si, 0.0012, 0.0014, 0.0001
Si, 0.0015, 0.0014, -0.0024
Si, 0.0001, 0.0022, 0.0005
Si, -0.0013, -0.0006, -0.0042
Si, -0.0002, 0.0012, -0.0035
Si, 0.0003, 0.0008, -0.0033
Si, 0.001, -0.0007, 0.0012
Si, -0.0002, 0.0003, 0.0002
Si, -0.001, -0.0024, -0.003
Si, 0.0004, -0.0008, 0.0024
Si, -0.0008, -0.0016, 0.0022
Si, 0.0012, 0.0025, 0.003
Si, 0.0001, 0.0005, 0.0004
Si, 0.0011, -0.0028, 0.0023
Si, 0.0006, 0.0025, -0.0044
Si, -0.0015, 0, 0.0007
Si, 0.0012, 0.0007, 0.0052
Si, -0.0002, -0.0001, 0.0005
Si, 0.0004, -0.0021, 0.0063
Si, 0.0012, 0.0026, 0.0073
Si, 0.0023, 0.0035, 0.0033
Si, 0.0031, 0.0006, -0.004
Si, 0.0003, 0.0035, -0.0007
Si, 0.0029, 0.0003, 0.0072
Si, 0.0001, -0.0042, -0.005
Si, -0.0033, -0.0015, 0.0053
Si, 0.0018, -0.0032, 0.001
Si, -0.0029, 0.0039, -0.0009
Si, -0.0049, 0.0008, 0.0034
Si, 0.0013, 0.0026, 0.0037
Si, 0.004, 0.002, 0.0015
Si, -0.0032, 0.0005, -0.0075
Si, 0.002, -0.0032, 0.0031
Si, 0.0003, -0.0002, 0.0053
Si, 0.005, 0.0079, 0.0467
Si, 0.0033, -0.0023, 0.0557
Si, -0.0061, -0.0068, 0.0473
Si, -0.0005, -0.0029, 0.0589
Si, -0.0076, -0.008, 0.0498
Si, -0.0013, -0.0006, 0.0449
Si, -0.0086, -0.0024, 0.0631
Si, -0.004, -0.0028, 0.0287
Si, 0.0025, -0.0041, -0.0667
Si, 0.0007, 0.005, -0.0341
Si, 0.0113, -0.0023, -0.109
Si, -0.0002, -0.0036, 0.0362
Si, -0.0122, 0.0106, -0.0728
Si, 0.0102, 0.001, 0.0153
Si, -0.0026, 0.0015, 0.0349
Si, -0.0191, -0.0012, -0.0559
Si, 0.0137, 0.0144, -0.0653
Si, 0.0026, 0.0011, -0.0402
Si, 0.005, 0.0107, 0.054
Si, 0.0002, 0.0002, -0.0939
Si, -0.0046, -0.0139, 0.0822
Si, 0.014, 0.0103, -0.0862
Si, -0.0168, -0.0042, 0.0328
Si, -0.0072, 0.0017, -0.0146
Si, 0.0176, 0.009, 0.0855
Si, -0.0067, 0.0004, 0.0132
Si, 0.0025, -0.0045, -0.003
Si, 0.0078, -0.0129, 0.0797
Si, 0.0052, 0.0038, 0.0136
Si, -0.01, -0.0003, -0.0897
Si, -0.0001, -0.0032, -0.0417
Si, -0.0214, 0.0116, 0.0859
Si, 0.0119, -0.0015, 0.0574
Si, 0.0113, 0.0039, 0.0861
Si, 0.0048, -0.0041, 0.0969
Si, 0.0004, 0.0051, -0.029
Si, -0.0031, -0.0037, -0.033
Si, 0.0049, -0.0078, 0.0643
Si, 0.0034, 0.0128, 0.0737
Si, -0.0103, -0.0101, -0.0939
Si, -0.0021, -0.0143, -0.0556
Si, 0.0015, -0.0036, -0.0019
Si, -0.0053, 0.0049, -0.0909
Si, 0.0022, -0.0032, -0.0543
O, 0.015, 0.016, 0.0477
O, -0.0018, 0.006, 0.0341
O, -0.0146, -0.0077, 0.0515
O, -0.012, -0.0105, -0.0541
O, -0.0018, -0.008, -0.0057
O, 0.001, 0.0054, 0.0221
O, -0.0009, 0.0196, 0.0776
O, -0.0205, -0.0114, 0.0583
O, -0.0028, 0, 0.0094
O, -0.0096, 0.0084, 0.0242
O, 0.0005, 0.0029, 0.0065
O, -0.0033, 0.0062, 0.0286
O, -0.0156, -0.008, 0.041
O, 0.0057, 0.0035, 0.019
O, 0.0018, 0.0041, 0.0293
O, -0.024, -0.0035, -0.0698
O, 0.0202, -0.0003, -0.0751
O, 0.005, 0.0041, -0.0679
O, 0.0072, 0.0003, -0.0213
O, 0.0156, 0.0134, -0.0417
O, 0.0132, 0.0172, -0.0528
O, 0.0042, 0.0011, -0.0095
O, 0.0069, 0.0131, 0.0354
O, 0.0009, 0.0014, -0.008
O, 0.0077, -0.0042, -0.0287
O, -0.0028, -0.0149, 0.0242
O, -0.0011, -0.0033, 0.007
O, 0.0047, 0.0003, -0.0092
O, -0.0001, -0.0022, 0.0236
O, -0.0144, -0.0116, -0.052
O, 0.0006, 0.0098, -0.0706
O, 0.0093, 0.0003, 0.0357
O, -0.0024, 0.0058, -0.0049
O, 0.0116, 0.0074, -0.0345
O, 0.0147, 0.012, 0.055
O, -0.0033, 0.0031, 0.009
O, -0.0016, -0.0072, -0.0053
O, 0.0099, -0.0037, -0.0298
O, -0.0056, -0.0064, 0.0363
O, 0.0221, -0.02, 0.0667
O, -0.004, -0.0039, -0.034
O, 0.0068, -0.0072, 0.0164
O, -0.0006, 0.0125, 0.0241
O, 0.0011, -0.0217, -0.038
O, -0.0109, -0.0256, -0.0451
O, 0.0118, 0.0096, -0.031
O, -0.0028, -0.0023, -0.0006
O, 0.0021, 0.0066, 0.0148
O, 0.0241, -0.0162, 0.0598
O, 0.0137, 0.0103, -0.0403
O, -0.0125, 0.0143, 0.0499
O, 0.0009, -0.0004, -0.0023
O, 0.0049, -0.0019, 0.0204
O, -0.0016, 0.0059, 0.0257
O, 0.0029, -0.0031, 0.0286
O, 0.0043, 0.0054, 0.0077
O, -0.0149, -0.0039, -0.0384
O, -0.0211, 0.0095, -0.047
O, -0.0077, -0.0016, 0.0045
O, -0.0157, -0.0053, 0.0236
O, -0.0212, 0.0147, 0.0605
O, -0.0019, -0.0021, -0.0208
O, 0.006, 0.0044, -0.0263
O, -0.0008, -0.0023, -0.0169
O, -0.0014, -0.0004, -0.0189
O, 0.0063, -0.0084, 0.0258
O, -0.0017, -0.0049, -0.0282
O, 0.0015, 0.0025, -0.0069
O, -0.0013, -0.0037, 0.0124
O, 0.0032, -0.0025, -0.0074
O, -0.0176, 0.0093, -0.0521
O, 0.0142, -0.0075, 0.0392
O, 0.0008, -0.0059, 0.0107
O, -0.0023, -0.0018, -0.0058
O, -0.0073, -0.0161, 0.0272
O, 0.0065, 0.0082, -0.0234
O, -0.0018, -0.0015, -0.0258
O, -0.003, -0.005, 0.025
O, -0.0029, 0.0025, 0.0199
O, -0.0011, -0.0035, -0.0059
O, 0.0134, -0.0095, 0.0539
O, -0.0108, -0.0013, -0.0169
O, -0.0044, 0.0196, 0.0387
O, -0.0035, -0.0181, 0.0534
O, -0.0051, 0.006, -0.0229
O, -0.0046, -0.0109, -0.0188
O, 0.0009, -0.0124, 0.0686
O, 0.0088, 0.0064, -0.0286

The program warned: the cutoff lies below the one the program advises for these potential files; the forces do not sum to zero within the program's tolerance; empty levels may hold ghost states of the PAW files; the exchange-correlation potential is rough where the density is thin.
